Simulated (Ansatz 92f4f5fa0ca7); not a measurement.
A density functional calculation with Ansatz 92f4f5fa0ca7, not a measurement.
Periodic cell of 197 atoms, Si117O80, from a study of silicon, its oxide and their interface. The atomic structure is a simulated model.

Settings: functional PBE; potential files Ansatz PAW; basis plane waves; wave-function cutoff 700 eV; density cutoff ratio 5; exchange-correlation grid ratio 2; k mesh 2 x 2 x 1, shifted by 0.5 0.5 0.5 of a step; self-consistency stop 5e-08 eV per atom in the density residual; occupations Fermi-Dirac, 0.05 eV; spin none; net charge 0.

Cell vectors (angstrom)
a, 11.5983, 0, 0
b, 0, 11.5983, 0
c, -1.9486, -1.8801, 25.8625

Atoms: element, x, y, z (angstrom)
Si, 2.2835, 3.9148, -4.7921
Si, 2.784, 2.704, -1.818
Si, 0.3812, 7.4546, 0.3996
Si, 7.6839, 7.7913, 2.0961
Si, 4.5856, 4.4499, 0.1706
Si, 4.1162, 6.7221, 0.4116
Si, 3.5398, 10.2929, -0.257
Si, 4.8211, 0.5849, -0.78
Si, 7.7555, 4.1923, -0.2367
Si, 6.6035, 1.4298, 1.7298
Si, 5.1724, 2.1538, 3.4502
Si, 5.2206, 7.8161, 2.1312
Si, 3.6805, 9.7668, 2.0692
Si, 8.4826, 2.8945, 1.6134
Si, 8.9801, 7.104, 0.2845
Si, 1.3481, 9.1439, 2.5809
Si, 11.5288, 1.7454, 1.3914
Si, 13.5121, 6.182, 1.5973
Si, 4.2912, -0.1775, 3.7765
Si, 4.1569, 4.0534, 2.5357
Si, 4.5209, 6.2774, 3.7547
Si, 7.7971, -0.915, 3.295
Si, 8.5972, 3.8548, 3.7696
Si, 8.4048, 6.3244, 3.8374
Si, 12.1796, -0.5412, 3.6524
Si, 13.4034, 4.0249, 2.6561
Si, 12.5683, 7.1006, 3.6691
Si, 2.4046, -0.42, 5.137
Si, 1.4504, 3.4302, 4.9949
Si, 2.7046, 6.9803, 5.1668
Si, 6.1875, -0.8641, 4.9996
Si, 6.6284, 3.0522, 5.066
Si, 6.4191, 6.7052, 5.119
Si, 10.3264, -0.5676, 5.0255
Si, 10.5506, 3.3338, 5.2358
Si, 10.4204, 6.9913, 4.9293
Si, 2.5706, 9.0581, 6.3928
Si, 2.3438, 1.5343, 6.4046
Si, 2.3415, 5.091, 6.5094
Si, 6.2889, 8.783, 6.3347
Si, 6.4548, 1.1082, 6.3705
Si, 6.2797, 4.8905, 6.5376
Si, 10.268, 8.981, 6.2585
Si, 10.3067, 1.3107, 6.4561
Si, 10.3295, 5.255, 6.5597
Si, 4.4417, 8.9168, 7.8229
Si, 4.4266, 1.2902, 7.6751
Si, 4.3254, 4.9743, 7.863
Si, 8.3039, 8.8911, 7.5908
Si, 8.3525, 1.2031, 7.7506
Si, 8.2731, 5.1458, 7.7808
Si, 12.1912, 8.9942, 7.769
Si, 12.1404, 1.3705, 7.9352
Si, 12.1663, 5.2184, 8.0383
Si, 4.5147, -0.6712, 9.0925
Si, 4.3505, 3.0693, 9.2393
Si, 4.3478, 6.9704, 9.2289
Si, 8.3365, -0.8141, 8.9654
Si, 8.384, 3.1882, 9.0598
Si, 8.2427, 7.0946, 9.1407
Si, 12.2028, -0.6502, 9.1474
Si, 11.9734, 3.2766, 9.395
Si, 12.2673, 7.1401, 9.3583
Si, 2.5907, -0.7378, 10.4765
Si, 2.3863, 3.1424, 10.6268
Si, 2.5943, 7.0215, 10.8683
Si, 6.5181, -0.7667, 10.4558
Si, 6.4369, 3.0184, 10.3465
Si, 6.2787, 7.0579, 10.5924
Si, 10.1737, -0.5864, 10.3837
Si, 9.9919, 3.454, 10.7554
Si, 10.1925, 7.141, 10.4683
Si, 2.8119, 9.1248, 12.0806
Si, 2.6348, 1.1586, 11.8412
Si, 2.6261, 4.9373, 12.1302
Si, 6.427, 9.0391, 12.0773
Si, 6.9905, 1.1595, 11.7287
Si, 6.6258, 4.9501, 11.647
Si, 10.3556, 9.1277, 11.7615
Si, 9.6631, 1.3414, 11.7076
Si, 8.9501, 5.5897, 11.8705
Si, 4.6626, 10.1757, 13.4438
Si, 4.8662, 1.0591, 12.8443
Si, 4.7101, 4.2364, 13.0363
Si, 12.3331, 9.372, 13.0941
Si, 9.3961, 0.3635, 16.3724
Si, 11.5266, 2.5356, 15.4965
Si, 0.3225, 8.0326, 14.8878
Si, 0.8041, 0.8437, 13.3689
Si, 0.5102, 5.0775, 14.6706
Si, 4.8768, 5.8616, 15.7056
Si, 9.14, 9.1508, 15.1892
Si, 6.8448, 7.6906, 16.6873
Si, 8.5345, 8.4271, 13.0723
Si, 4.4693, 9.4392, 16.6755
Si, -1.0145, 7.5387, 24.1326
Si, 7.6906, -4.0526, 24.1144
Si, 5.8511, 5.8695, 20.4787
Si, 3.5686, 7.0263, 21.9176
Si, 12.0745, 3.8661, 17.3512
Si, 4.9709, 8.4072, 24.1217
Si, 7.8363, 7.973, 21.1932
Si, 5.3345, 1.8312, 19.6859
Si, 7.4817, 3.6632, 21.249
Si, 3.4232, -0.2965, 18.9814
Si, 1.875, 8.6307, 19.8198
Si, 6.72, 4.918, 17.7
Si, 10.3473, 4.4025, 20.0602
Si, 10.2217, 0.0309, 24.3282
Si, 2.793, 6.6091, 24.7492
Si, 10.7806, 7.4386, 20.8986
Si, 7.8606, 1.6435, 23.3895
Si, 7.6651, 2.0637, 17.9125
Si, 2.8353, 7.8148, 16.9233
Si, 8.6139, -0.796, 21.8511
Si, 9.8589, 0.4882, 19.3089
Si, 2.5684, 2.482, 19.1563
O, 0.8307, 7.8562, -1.1558
O, 8.2721, -2.3663, 2.7155
O, 3.3695, 3.8915, -0.8069
O, 9.9806, -0.6976, 25.7671
O, 0.3389, 8.901, 1.2295
O, 9.1306, 8.0969, -0.9891
O, 9.9572, 2.1455, 1.4068
O, 6.1048, 4.1046, -0.3876
O, 8.1302, 5.7727, -0.1224
O, -1.0565, 6.677, 0.611
O, 6.5518, 8.6803, 24.3829
O, 7.2172, -0.0927, 1.9729
O, 11.9391, 0.6423, 2.5056
O, 12.491, 3.0549, 1.6728
O, 9.1315, -0.1757, 3.8984
O, 1.6762, 4.8709, 13.5349
O, 12.7525, 1.7652, 14.6962
O, 10.8468, 1.2233, 12.8875
O, 11.0537, 3.8198, 14.5446
O, 8.6884, 6.7051, 13.1286
O, 8.7049, 4.262, 20.2866
O, 7.6686, 0.4576, 22.275
O, 7.7658, 3.6734, 17.6332
O, 4.2705, 6.0427, 20.8293
O, 2.733, 6.2561, 23.106
O, 10.9811, 3.3533, 21.1401
O, 3.7636, 4.3604, -5.2701
O, 6.5393, 4.9385, 21.6276
O, 8.1452, 8.5297, 16.2979
O, 4.7169, 9.8918, 15.107
O, 2.4916, 0.9733, 18.5233
O, 4.4792, 5.2806, 14.2744
O, 3.6062, 6.4093, 16.5496
O, -0.9663, 8.6831, 15.6575
O, 9.2776, 7.9013, 20.432
O, 10.3783, 1.433, 15.6992
O, 8.7503, 1.69, 19.0991
O, 9.2958, -0.5902, 20.3821
O, 4.8134, 2.6463, 13.5622
O, 1.5885, 8.0376, 15.9042
O, -0.1309, 6.5382, 14.3836
O, 12.4577, 5.1223, 16.3183
O, 5.8096, 8.74, 17.3914
O, 4.2046, 9.8203, 24.2569
O, 6.628, 7.3174, 20.3025
O, 4.5986, 11.9583, 19.9902
O, 10.0298, -0.1707, 17.8127
O, 7.418, 6.3879, 17.5197
O, 10.9161, 5.8841, 20.4382
O, -2.4744, 8.1783, 24.5245
O, 5.6162, 4.6619, 16.5345
O, 8.1222, 3.0562, 22.612
O, 10.8777, 4.1313, 18.5058
O, 13.6306, 10.3447, -0.9809
O, 0.8068, -0.7199, 13.8492
O, 9.1958, 1.3434, 24.2792
O, 6.4954, 1.7059, 24.2728
O, 11.8638, 8.4251, 20.1422
O, 9.0861, -0.8187, 15.3199
O, 2.4259, 10.1815, 19.6748
O, 4.7908, 7.8729, 22.5884
O, 5.9769, 7.0581, 15.4417
O, 3.9229, 1.5267, -1.7735
O, 7.9995, 1.1696, 16.6085
O, 7.6088, 9.5299, 21.6318
O, 7.8651, 7.0983, 22.5594
O, 4.342, 7.2215, 25.0955
O, 10.9143, 7.5285, 22.5282
O, 9.7743, -0.939, 23.0223
O, 2.2764, 7.8046, 18.4767
O, 2.4767, 3.2348, -3.3394
O, 1.6081, 2.9332, -5.9326
O, 2.5814, 8.0298, 21.1467
O, 4.1144, 2.8954, 19.462
O, 6.1413, 1.6494, 18.2814
O, 5.4465, 1.3761, 0.5288
O, 4.1056, -0.8806, 17.6358
O, 5.953, 4.9921, 19.1218
O, 1.8704, 3.537, 18.1476
O, 6.4475, 2.484, 20.6949

Results
free energy: -119876.350 eV
free energy less fixed offsets of O -569.03, Si -635.61 eV per atom: 12.420 eV
pressure: -0.50 GPa
stress xx, yy, zz, yz, xz, xy (GPa, positive in tension): 1.25, 0.27, -0.01, 0.16, -0.09, 0.84

Forces (eV/angstrom), in the order of the atoms: element, x, y, z
Si, -0.1125, 0.1997, -0.3463
Si, -0.3578, 0.1107, 0.1701
Si, 0.2873, -0.2291, 0.1625
Si, -0.0147, 0.2456, 0.3504
Si, 0.1207, 0.4518, 0.5233
Si, 0.0322, 0.185, -0.1709
Si, -0.195, 0.0017, -0.164
Si, 0.1622, -0.034, 0.1858
Si, -0.1025, 0.0465, 0.1337
Si, -0.1661, 0.0648, 0.2639
Si, -0.0779, -0.1476, 0.0094
Si, -0.1581, 0.1596, 0.0082
Si, 0.1743, -0.1651, 0.1778
Si, 0.064, -0.1806, -0.1827
Si, -0.1838, -0.068, -0.1927
Si, -0.4266, 0.1214, -0.006
Si, 0.4727, 0.137, 0.0982
Si, -0.2802, -0.1341, -0.1342
Si, -0.0861, 0.153, -0.0269
Si, -0.0046, 0.0154, -0.0718
Si, 0.2244, 0.0238, 0.0319
Si, -0.0472, 0.2055, -0.1968
Si, -0.0658, 0.2954, 0.5846
Si, -0.2778, -0.4571, 0.1337
Si, 0.2004, -0.059, -0.2897
Si, 0.373, -0.0389, -0.5117
Si, 0.1395, 0.3379, 0.1021
Si, -0.0339, -0.2457, 0.1312
Si, -0.1493, 0.0549, 0.1641
Si, 0.006, 0.1816, 0.096
Si, -0.0398, 0.114, 0.0418
Si, 0.2583, -0.0855, -0.1032
Si, -0.0334, -0.0952, 0.1229
Si, -0.0823, 0.2531, -0.1787
Si, 0.1106, -0.044, -0.0855
Si, 0.0923, 0.0619, -0.217
Si, -0.0457, 0.0684, -0.0293
Si, 0.0693, -0.0362, -0.1004
Si, 0.0774, -0.0464, 0.017
Si, -0.0024, -0.169, -0.0716
Si, 0.1386, 0.1315, 0.1526
Si, 0.1401, 0.1086, 0.1102
Si, 0.158, -0.2103, 0.1175
Si, -0.0921, -0.0629, 0.0034
Si, -0.1801, 0.0292, 0.1132
Si, -0.043, 0.1235, 0.1136
Si, -0.0909, 0.0852, -0.0438
Si, 0.0186, -0.0346, 0.0547
Si, -0.1613, -0.1032, -0.0791
Si, 0.0753, -0.1234, 0.0645
Si, 0.0855, -0.1712, 0.0057
Si, -0.0393, 0.0143, -0.0608
Si, -0.1271, 0.1806, -0.0419
Si, -0.0263, -0.0734, -0.0212
Si, -0.0764, -0.1113, -0.0271
Si, 0.0249, 0.1004, -0.0823
Si, 0.019, -0.004, -0.1315
Si, 0.068, 0.1813, -0.0026
Si, -0.2984, -0.0315, -0.1757
Si, -0.2366, 0.269, -0.1659
Si, 0.0982, -0.0341, 0.0038
Si, 0.2008, -0.1758, -0.1258
Si, -0.0681, -0.0958, 0.0006
Si, 0.0007, -0.0407, -0.3113
Si, -0.177, -0.0763, -0.2265
Si, 0.0219, 0.1865, -0.1677
Si, 0.0057, -0.046, -0.1685
Si, 0.2262, 0.1943, -0.0828
Si, -0.0033, 0.0817, -0.0745
Si, -0.1838, -0.2119, -0.0249
Si, -0.0893, 0.098, 0.3098
Si, -0.0757, 0.1012, 0.1647
Si, 0.0989, 0.0871, -0.0958
Si, -0.0076, -0.0863, 0.0096
Si, -0.1391, -0.2526, 0.1835
Si, -0.1508, -0.005, -0.1281
Si, 0.0929, 0.0639, -0.1396
Si, -0.3019, -0.139, 0.2904
Si, -0.0614, -0.0333, -0.1594
Si, 0.1833, -0.249, -0.0261
Si, 0.1916, 0.2091, -0.1501
Si, 0.2201, -0.552, 0.268
Si, -0.2389, 0.8605, 0.1158
Si, 0.7169, 0.0852, -0.0475
Si, -0.0324, 0.2142, -0.1298
Si, -0.0775, -0.1561, 0.3268
Si, 0.0527, -0.244, 0.4517
Si, -0.1832, 0.1149, 0.1725
Si, 0.0638, 0.0468, -0.1035
Si, 0.0673, 0.3003, 0.2337
Si, 0.4495, -0.3032, 0.0924
Si, -0.0638, 0.024, 0.2496
Si, 0.2893, -0.2714, 0.0971
Si, 0.254, -0.4989, -0.188
Si, -0.0166, -0.0325, 0.3127
Si, -0.2403, -0.2294, -0.1561
Si, 0.1057, -0.0167, -0.3388
Si, 0.0714, 0.0884, 0.0934
Si, 0.1199, -0.0344, -0.1425
Si, -0.0359, -0.0296, 0.4101
Si, 0.2063, -0.099, -0.2463
Si, -0.0191, -0.0045, -0.0685
Si, 0.0348, 0.0335, -0.0735
Si, -0.0288, -0.0147, -0.0162
Si, -0.1327, 0.1486, 0.3745
Si, -0.1576, 0.1173, 0.3134
Si, 0.0853, -0.0066, 0.0964
Si, -0.1366, 0.1115, 0.0053
Si, -0.2651, 0.119, -0.2784
Si, -0.3674, -0.3423, 0.0119
Si, -0.2142, 0.0868, -0.1021
Si, 0.0197, 0.0248, -0.3753
Si, -0.0908, 0.1681, 0.2099
Si, -0.0292, 0.1824, 0.065
Si, -0.1465, -0.0342, -0.2166
Si, -0.2596, -0.0662, 0.0732
Si, 0.0901, 0.0546, 0.01
O, 0.1047, 0.0712, 0.1525
O, -0.0618, -0.127, 0.0102
O, -0.0936, -0.4885, -0.4397
O, -0.1616, -0.1553, 0.2499
O, 0.4611, -0.0868, -0.035
O, 0.0397, -0.0269, -0.012
O, -0.0497, -0.0544, -0.1352
O, 0.1802, -0.081, -0.0482
O, 0.0222, 0.1699, -0.1849
O, -0.2008, 0.086, -0.058
O, -0.2014, 0.0074, 0.1299
O, 0.0802, -0.1392, 0.1925
O, -0.0748, 0.1077, 0.1245
O, -0.1986, -0.1981, 0.0426
O, -0.0827, -0.181, 0.1155
O, 0.137, 0.0379, -0.1259
O, -0.2041, 0.1569, 0.0842
O, 0.388, -0.0868, 0.1398
O, -0.0315, 0.0566, -0.17
O, -0.0557, 0.2818, 0.0332
O, 0.1138, -0.0482, -0.0002
O, 0.0422, 0.0444, 0.1968
O, 0.0368, -0.0373, -0.0485
O, -0.061, 0.0015, 0.0165
O, 0.1916, 0.1049, 0.2663
O, 0.1407, -0.1043, 0.053
O, -0.0628, -0.0141, 0.1031
O, 0.0035, -0.0531, 0.0047
O, -0.1507, -0.0087, 0.1646
O, -0.0261, 0.0716, -0.1559
O, 0.0409, -0.0386, -0.0664
O, -0.2235, -0.0249, 0.2787
O, -0.2826, -0.0311, 0.1154
O, 0.2089, -0.0875, 0.0777
O, 0.067, -0.0085, 0.0364
O, -0.0088, 0.0784, -0.1507
O, 0.0837, -0.001, -0.0839
O, 0.0576, 0.1234, 0.0059
O, -0.038, -0.1369, -0.0997
O, -0.058, -0.1916, 0.1201
O, -0.0173, -0.1492, -0.1014
O, 0.0998, -0.0813, -0.3526
O, -0.15, 0.2296, 0.0126
O, -0.169, 0.1732, 0.0129
O, -0.015, -0.0556, -0.0074
O, -0.0625, -0.0222, -0.1491
O, 0.0072, 0.056, -0.191
O, -0.1064, 0.2229, -0.1386
O, 0.0683, -0.0777, -0.0454
O, 0.0685, 0.0443, 0.0643
O, -0.1954, 0.158, -0.092
O, 0.0135, -0.0888, 0.137
O, 0.2343, -0.097, -0.282
O, 0.2663, 0.0669, 0.2249
O, -0.1833, -0.1281, -0.1523
O, 0.04, -0.1366, 0.0757
O, -0.0152, -0.0728, -0.002
O, 0.132, -0.0035, -0.0838
O, 0.0469, -0.0222, -0.1146
O, 0.0645, 0.0209, -0.0553
O, 0.0592, 0.1305, 0.129
O, -0.0522, 0.026, -0.1912
O, 0.1595, 0.1466, -0.105
O, 0.0822, -0.107, -0.1215
O, 0.0747, 0.0687, 0.0871
O, 0.0007, 0.0093, 0.2249
O, -0.176, -0.1203, -0.1001
O, 0.0537, 0.0198, 0.2318
O, 0.1022, 0.1807, 0.3011
O, 0.0708, -0.2153, -0.3365
O, 0.2103, 0.0414, 0.0502
O, 0.1177, 0.0273, 0.0753
O, -0.0492, 0.0133, -0.0511
O, -0.148, -0.0458, -0.0208
O, 0.031, -0.0441, 0.0123
O, -0.0672, -0.0487, -0.2955
O, 0.2202, -0.1301, -0.3105
O, -0.0659, 0.0153, -0.0856
O, -0.0541, 0.0534, -0.0857
O, -0.0191, -0.0179, 0.0192

The program warned: the cutoff lies below the one the program advises for these potential files.
